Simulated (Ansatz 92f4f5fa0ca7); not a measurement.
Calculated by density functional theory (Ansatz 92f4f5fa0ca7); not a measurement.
Periodic cell of 225 atoms, Si132O91As1H1, from a study of silicon, its oxide and their interface. The atomic structure is a simulated model.
Doubt: the cutoff is far below the 930 eV that the study's wrapper takes by default for these files, so forces and energies are approximate.

Settings
functional: PBE
potential files: Ansatz PAW
basis: plane waves
wave-function cutoff: 580 eV
density cutoff ratio: 5
exchange-correlation grid ratio: 1
k mesh: 1 x 1 x 1, Gamma-centred
self-consistency stop: 5e-08 eV per atom in the density residual
occupations: fixed
spin: none
net charge: 0

Cell vectors (angstrom)
a, 10.938, 0, 0
b, 0, 10.938, 0
c, 0, 0, 32.8263

Atoms: element, x, y, z (angstrom)
Si, 0.3958, -0.1523, 25.1762
Si, 5.3039, 0.1203, 25.2657
Si, 3.1805, 2.403, 25.4377
Si, 8.0939, 3.0983, 25.3299
Si, -0.1051, 5.6755, 25.7
Si, 5.7428, 5.1648, 25.2703
Si, 2.5048, 8.4261, 25.1956
Si, 8.6611, 7.8058, 25.3008
Si, 1.4775, 1.3074, 26.6919
Si, 6.9336, 1.338, 26.5348
Si, 4.2505, 4.0494, 26.7395
Si, 9.5452, 4.1319, 26.8619
Si, 1.4488, 6.973, 26.7983
Si, 6.8971, 6.8166, 26.5706
Si, 4.1218, 9.5272, 26.606
Si, 9.6736, 9.5871, 26.5181
Si, 2.7915, -0.0633, 28.0616
Si, 8.2589, -0.0234, 27.9508
Si, 0.0362, 2.6915, 28.0454
Si, 5.5709, 2.6507, 28.053
Si, 2.7872, 5.4585, 28.0341
Si, 8.1597, 5.5074, 28.0986
Si, -0.0089, 8.2692, 28.063
Si, 5.4968, 8.1702, 27.9743
Si, 4.1018, 1.3673, 29.4081
Si, 9.5708, 1.3673, 29.4081
Si, 1.3673, 4.1018, 29.4081
Si, 6.8362, 4.1018, 29.4081
Si, 4.1018, 6.8362, 29.4081
Si, 9.5708, 6.8362, 29.4081
Si, 1.3673, 9.5708, 29.4081
Si, 6.8362, 9.5708, 29.4081
Si, 0, 0, 30.7753
Si, 5.469, 0, 30.7753
Si, 2.7345, 2.7345, 30.7753
Si, 8.2035, 2.7345, 30.7753
Si, 0, 5.469, 30.7753
Si, 5.469, 5.469, 30.7753
Si, 2.7345, 8.2035, 30.7753
Si, 8.2035, 8.2035, 30.7753
Si, 1.3673, 1.3673, 32.1426
Si, 6.8362, 1.3673, 32.1426
Si, 4.1018, 4.1018, 32.1426
Si, 9.5708, 4.1018, 32.1426
Si, 1.3673, 6.8362, 32.1426
Si, 6.8362, 6.8362, 32.1426
Si, 4.1018, 9.5708, 32.1426
Si, 9.5708, 9.5708, 32.1426
Si, 2.7345, 0, 0.6835
Si, 8.2035, 0, 0.6835
Si, 0, 2.7345, 0.6835
Si, 5.469, 2.7345, 0.6835
Si, 2.7345, 5.469, 0.6835
Si, 8.2035, 5.469, 0.6835
Si, 0, 8.2035, 0.6835
Si, 5.469, 8.2035, 0.6835
Si, 4.1018, 1.3673, 2.0507
Si, 9.5708, 1.3673, 2.0507
Si, 1.3673, 4.1018, 2.0507
Si, 6.8362, 4.1018, 2.0507
Si, 4.1018, 6.8362, 2.0507
Si, 9.5708, 6.8362, 2.0507
Si, 1.3673, 9.5708, 2.0507
Si, 6.8362, 9.5708, 2.0507
Si, 0, 0, 3.418
Si, 5.469, 0, 3.418
Si, 2.7345, 2.7345, 3.418
Si, 8.2035, 2.7345, 3.418
Si, 0, 5.469, 3.418
Si, 5.469, 5.469, 3.418
Si, 2.7345, 8.2035, 3.418
Si, 8.2035, 8.2035, 3.418
Si, 1.3563, 1.3627, 4.7582
Si, 6.7802, 1.4328, 4.8257
Si, 4.0552, 4.1778, 4.7679
Si, 9.5255, 4.1095, 4.8524
Si, 1.3223, 6.8518, 4.8143
Si, 6.8584, 6.7726, 4.756
Si, 4.0771, 9.5901, 4.7991
Si, 9.5048, 9.6049, 4.7414
Si, 2.7025, 0.0325, 6.1924
Si, 8.1149, -0.0094, 6.1341
Si, -0.0529, 2.6569, 6.1204
Si, 5.416, 2.9039, 6.1787
Si, 2.6653, 5.4912, 6.202
Si, 8.1165, 5.4512, 6.3044
Si, -0.1343, 8.2113, 6.1099
Si, 5.4352, 8.1105, 6.0127
Si, 3.8166, 1.7662, 7.4412
Si, 9.6968, 1.098, 7.4775
Si, 1.4996, 3.8035, 7.4453
Si, 6.4149, 4.4685, 7.7706
Si, 4.2314, 6.7417, 7.5199
Si, 9.244, 7.0983, 7.5739
Si, 0.984, 9.8271, 7.3799
Si, 6.9376, 9.253, 7.3508
O, 9.7837, 6.6504, 24.8557
O, 4.2296, 1.2856, 24.7864
O, 8.0989, 8.2428, 8.0307
O, 2.6469, 2.7694, 8.1099
O, 6.9213, 4.1155, 24.6807
O, 1.4433, 9.5967, 24.5991
O, 5.3007, 5.6405, 8.1464
O, -0.1139, -0.0103, 7.9892
O, 6.8197, 3.9332, 9.3038
O, 5.8484, 9.8206, 8.4654
O, 9.8676, 6.4506, 8.9863
O, 1.4899, 9.1063, 8.7615
O, 4.7857, 1.3384, 8.7123
O, 0.5706, 4.342, 8.6977
O, 8.9125, 1.6271, 8.8491
O, 3.6865, 7.6108, 8.8407
O, 8.1858, 8.2398, 23.7808
O, 9.1003, 2.7458, 24.0606
O, 4.8744, 5.6671, 23.9556
O, 2.6835, 3.0844, 24.0292
O, 10.919, 0.8286, 23.8847
O, 0.8393, 4.9217, 24.6015
O, 3.0659, 7.6034, 23.8593
O, 5.7332, 10.2684, 23.8607
Si, 6.2035, -0.4864, 22.3194
Si, 4.3963, 10.2686, 19.8393
Si, 2.5779, 14.1084, 16.3414
Si, 12.7676, 5.8036, 16.5376
Si, 5.1635, -0.0364, 9.4672
Si, 6.6556, 8.3197, 15.958
Si, 2.9369, 5.062, 14.08
Si, -3.2516, 4.2781, 16.0348
Si, 17.0745, 10.9619, 17.2924
Si, 6.696, 6.1165, 18.1106
Si, 7.3182, 4.2079, 10.8398
Si, 1.471, 10.2664, 19.3653
Si, 11.5805, 4.4703, 12.4485
Si, 8.714, 12.335, 16.5864
Si, 5.6564, 3.7544, 13.567
Si, 9.1937, 8.102, 14.0988
Si, -0.7927, 10.9658, 14.3576
Si, 7.3798, 10.2874, 11.4023
Si, 9.6638, 10.1338, 20.3229
Si, 8.3761, 8.468, 22.2045
Si, -0.6277, 2.16, 23.1344
Si, 5.5286, 8.9638, 13.1979
As, 8.0588, 12.5577, 21.0316
Si, 0.6213, 11.6565, 16.8304
Si, 11.1321, 5.624, 9.6272
Si, 4.2867, 7.0365, 20.0388
Si, 3.7125, 6.3379, 23.0167
Si, -0.714, 5.5624, 14.9432
Si, 1.3839, 7.1424, 19.132
Si, 3.0401, 9.9958, 11.54
Si, -1.6457, 7.2331, 19.7151
Si, 2.2817, 7.9774, 9.6103
Si, 1.635, 4.1555, 23.4251
Si, 4.4487, 12.401, 15.1724
Si, 11.6998, 12.3532, 12.0045
Si, 7.3751, 7.3487, 11.669
Si, 9.1861, 1.6932, 10.4587
O, 7.5065, 5.8712, 10.9526
O, 6.6716, 4.1064, 14.7788
O, 10.8103, 6.564, 19.5399
O, 2.8658, 10.8289, 19.9567
O, 7.6931, 8.7573, 10.817
O, -2.5163, 0.238, 19.9775
O, 2.3443, 8.5758, 11.1477
O, 4.4674, 4.884, 13.5782
O, 14.9978, 2.4947, 16.3972
O, 6.9364, 4.6321, 17.4521
O, 5.5378, 8.57, 14.7762
O, 0.4132, 10.8267, 15.4425
O, 8.1502, 8.3193, 15.3213
O, 8.6089, 13.9081, 16.2509
O, 7.4247, 11.9293, 17.4795
O, 8.4664, 7.3302, 12.8716
O, 5.8523, 7.6168, 12.2838
O, 9.4372, -2.098, 19.3355
O, 2.535, 15.4523, 17.2858
O, -4.6358, 6.9646, 16.7666
O, 12.3524, 10.6282, 17.7955
O, -2.7984, 6.5802, 18.7706
O, 12.3438, 8.676, 19.6274
O, 6.3152, 3.7997, 12.0724
O, 11.3006, 5.2403, 16.1032
O, 0.4975, 3.2594, 22.6589
O, 13.6954, 6.472, 19.7411
O, -8.9274, 11.237, 11.9728
O, 2.743, 6.2318, 15.2276
O, 16.415, 11.3606, 15.8603
O, 8.5929, 3.1403, 11.008
O, 10.6887, 11.9781, 13.2152
O, -1.4029, 9.5983, 21.8766
O, 5.4615, 6.2375, 19.1984
O, -5.9145, 10.7532, 21.2606
O, 1.2539, 13.8929, 12.2376
O, 10.8115, 1.506, 10.6387
O, 1.4067, 13.0693, 16.7289
O, 8.8235, 11.5452, 15.1377
O, 5.0855, 13.1858, 13.8749
O, 3.7858, 10.4201, 10.1665
O, 6.2392, 0.2174, 10.6336
O, 6.9448, 9.1119, 21.7401
O, -2.2075, 5.4356, 15.5576
O, 9.6645, 1.7772, 21.6745
O, 4.4634, 6.8384, 21.6536
O, 5.143, 11.0049, 18.5857
O, 8.6317, 0.3817, 11.3104
O, 0.1619, 10.8739, 20.1254
O, 6.7714, 10.025, 12.9158
O, 8.7748, 7.1562, 21.2915
O, -0.8647, 1.0745, 17.4335
O, 4.4249, 8.6356, 19.6637
O, 10.8378, 5.0722, 11.1291
O, 10.4293, 7.1327, 14.5252
O, 7.3723, 2.9647, 20.4162
O, 4.1045, 9.6734, 12.7589
O, 1.9633, 5.3811, 12.8044
O, 1.4817, 6.5871, 9.6655
O, 6.6364, 9.4369, 17.1266
O, 7.2104, 11.7721, 22.3714
O, 2.5198, 5.2688, 22.6104
O, -1.1295, 9.5396, 13.6456
O, 13.3382, 14.6097, 14.7765
O, 1.5983, 7.0705, 17.5158
O, 10.4795, 4.5607, 13.6648
O, 3.0976, 11.6089, 14.7494
H, 2.8864, 11.4407, 13.8183

Results
free energy: -140533.383 eV
free energy less fixed offsets of As -4856.12, H -15.97, O -568.88, Si -635.61 eV per atom: 7.307 eV

Forces (eV/angstrom), in the order of the atoms: element, x, y, z
Si, 0.1741, 0.0895, -0.2026
Si, -0.0204, 0.0667, -0.2402
Si, -0.0303, 0.0996, -0.4322
Si, -0.0141, 0.1069, -0.4252
Si, 0.1451, 0.0056, -0.5031
Si, 0.0078, -0.1648, -0.3325
Si, -0.112, -0.0535, -0.2909
Si, 0.0742, -0.0619, -0.5973
Si, -0.0054, 0.1187, -0.1471
Si, -0.0262, 0.161, -0.1587
Si, -0.1192, 0.0474, -0.1702
Si, 0.0444, -0.0894, -0.1349
Si, 0.0133, -0.0496, -0.202
Si, -0.0256, -0.055, -0.1187
Si, -0.087, 0.0128, -0.1674
Si, 0.0639, 0.0297, -0.1437
Si, -0.0253, 0.0003, 0.0264
Si, -0.0151, -0.0871, 0.0492
Si, 0.0723, -0.1003, -0.0047
Si, 0.0243, -0.0291, 0.0213
Si, 0.0357, -0.1116, -0.0068
Si, -0.032, 0.0134, 0.114
Si, 0.0224, -0.0016, 0.1138
Si, 0.0417, -0.0254, 0.0498
Si, 0.2943, -0.2016, 0.0557
Si, 0.0878, -0.293, -0.2046
Si, 0.1573, 0.0067, -0.1835
Si, -0.0248, -0.1595, 0.3709
Si, 0.3374, -0.0366, -0.1217
Si, -0.0303, 0.3522, 0.1527
Si, 0.0371, 0.1632, 0.4029
Si, 0.1419, -0.0169, -0.6237
Si, 0.0548, 0.0407, 0.0272
Si, -0.0602, 0.0835, -0.0135
Si, 0.0195, 0.0619, -0.0257
Si, 0.0017, 0.1196, -0.0215
Si, 0.0049, 0.0337, -0.0493
Si, -0.0668, -0.0361, 0.0151
Si, -0.0715, 0.0392, -0.0325
Si, 0.0671, 0.0144, 0.0137
Si, -0.0526, -0.0267, -0.0147
Si, 0.0031, -0.0537, -0.0276
Si, 0.0192, 0.0152, -0.0027
Si, 0.0247, -0.0646, -0.0145
Si, 0.0452, -0.0203, -0.0251
Si, 0.027, -0.0221, -0.0153
Si, 0.0628, -0.047, -0.0299
Si, 0.003, 0.0033, -0.0094
Si, -0.0174, 0.0347, 0.0171
Si, 0.0082, 0.0308, 0.0323
Si, 0.0206, 0.0768, 0.0243
Si, 0.0272, -0.0036, -0.0009
Si, -0.0548, 0.0077, 0.0419
Si, -0.0079, 0.0262, 0.0294
Si, 0.0035, -0.0136, -0.0026
Si, -0.1087, 0.0566, 0.0031
Si, 0.0315, -0.0174, 0.0035
Si, 0.0547, -0.0351, 0.0328
Si, -0.0065, -0.0793, 0.0388
Si, -0.0975, -0.0651, -0.021
Si, 0.122, 0.0087, 0.0124
Si, 0.0205, 0.0093, -0.0019
Si, -0.0655, -0.0599, -0.0089
Si, 0.0026, -0.0957, 0.0213
Si, -0.0306, -0.0825, -0.2635
Si, -0.1406, 0.2422, 0.2413
Si, -0.0283, 0.1269, -0.053
Si, -0.132, 0.1209, 0.2849
Si, -0.2658, -0.0725, 0.3482
Si, -0.0445, -0.0548, -0.4372
Si, -0.2099, 0.0441, 0.207
Si, -0.1567, -0.1875, -0.2828
Si, 0.061, -0.1117, -0.0632
Si, -0.0609, 0.0321, -0.0137
Si, -0.0178, 0.1235, -0.0073
Si, 0.0065, 0.1252, -0.0425
Si, -0.0047, 0.1024, -0.0766
Si, 0.0254, -0.0386, -0.031
Si, -0.0332, 0.0811, -0.0778
Si, 0.01, 0.0501, -0.0123
Si, -0.0089, 0.0706, 0.1844
Si, 0.0007, -0.0678, 0.1933
Si, 0.0193, 0.0251, 0.1567
Si, 0.0263, -0.04, 0.2109
Si, 0.0101, -0.0506, 0.2972
Si, -0.0299, -0.0374, 0.2081
Si, -0.0108, -0.0155, 0.2074
Si, -0.0384, -0.0632, 0.1676
Si, -0.1319, 0.0477, 0.1112
Si, -0.0652, -0.1985, 0.2477
Si, 0.0768, -0.052, 0.1898
Si, 0.0876, -0.1323, 0.2101
Si, -0.0708, 0.0576, 0.2362
Si, -0.088, 0.1744, 0.1424
Si, -0.0567, 0.1299, 0.4352
Si, 0.0751, -0.0112, 0.1323
O, -0.1031, 0.1337, 0.684
O, -0.0586, 0.0167, 0.5627
O, -0.0498, -0.0387, -0.384
O, 0.0093, 0.0271, -0.6307
O, -0.031, -0.0029, 0.66
O, -0.0226, -0.0056, 0.5112
O, 0.0298, -0.0212, -0.326
O, 0.1008, -0.0364, -0.5379
O, -0.1542, 0.0345, -0.5729
O, 0.0972, -0.027, -0.0865
O, -0.0866, 0.0235, -0.2429
O, 0.0563, -0.0246, -0.1283
O, -0.0719, 0.0168, -0.2171
O, 0.024, -0.0016, -0.1405
O, 0.0565, -0.0661, -0.3808
O, 0.0769, -0.1147, -0.2064
O, -0.0138, -0.0193, 0.5587
O, -0.0598, -0.0161, 0.1693
O, 0.104, -0.0065, 0.2243
O, -0.009, -0.0135, 0.2094
O, 0.0071, -0.1654, 0.1724
O, -0.0131, -0.0327, 0.0716
O, -0.0422, 0.1187, 0.1928
O, -0.0986, 0.0806, 0.5183
Si, 0.183, 0.1852, -0.4851
Si, -0.129, -0.0741, 0.0235
Si, -0.0033, 0.0019, -0.0415
Si, -0.0589, 0.1542, -0.0403
Si, 0.184, -0.0548, 0.1212
Si, -0.0142, 0.0717, -0.0146
Si, 0.0064, 0.0247, -0.1082
Si, 0.0202, 0.0294, 0.0101
Si, -0.0138, -0.0266, 0.0423
Si, 0.0789, 0.1004, 0.082
Si, 0.0176, 0.127, 0.308
Si, -0.0679, -0.0176, 0.1918
Si, 0.1807, -0.0878, 0.2986
Si, -0.0107, -0.0989, -0.0544
Si, -0.0935, 0.0136, 0.0511
Si, -0.0079, 0.0306, 0.0334
Si, -0.0301, -0.0068, -0.0306
Si, 0.0855, -0.1167, 0.2413
Si, 0.04, 0.0983, 0.0769
Si, 0.246, -0.055, -0.3603
Si, -0.195, -0.0837, -0.1845
Si, -0.0303, 0.057, 0.0188
As, -0.2387, 0.1017, -0.2984
Si, -0.0075, -0.1635, 0.0842
Si, -0.0051, -0.0396, 0.072
Si, -0.0727, 0.144, -0.1549
Si, 0.1446, 0.0777, -0.018
Si, 0.0637, -0.0424, -0.0815
Si, -0.1283, 0.135, 0.0638
Si, 0.0798, 0.1452, 0.3871
Si, 0.1675, 0.1101, 0.0551
Si, 0.0037, 0.1873, 0.0398
Si, -0.045, -0.0771, 0.1377
Si, 0.0449, 0.0187, -0.0316
Si, -0.0714, -0.0398, 0.1646
Si, -0.0571, 0.087, 0.1815
Si, 0.195, -0.1176, 0.3847
O, 0.0446, -0.0591, -0.0527
O, 0.0069, 0.0011, -0.0109
O, 0.067, -0.0181, -0.0085
O, 0.0758, -0.0025, -0.0352
O, -0.0438, 0.0323, -0.0598
O, -0.1745, 0.3595, 0.1674
O, -0.0494, -0.2602, -0.2964
O, 0.025, -0.0188, 0.0296
O, -0.0469, -0.0062, 0.0577
O, -0.0252, -0.031, -0.0241
O, 0.0092, -0.0498, 0.0002
O, 0.0341, 0.0345, 0.0303
O, 0.0043, -0.0225, 0.037
O, 0.0029, 0.0091, 0.0162
O, -0.0001, 0.0006, 0.0115
O, -0.0107, -0.0686, -0.1106
O, 0.0548, -0.0404, -0.0755
O, -0.0204, 0.0309, -0.0057
O, 0.006, -0.0323, -0.0277
O, -0.0217, -0.0244, -0.0313
O, -0.0071, 0.0741, -0.1733
O, -0.0746, -0.0458, -0.0198
O, 0.0428, -0.0934, -0.0384
O, 0.0539, -0.0198, -0.1393
O, -0.0008, -0.0448, 0.0329
O, 0.0099, 0.0013, 0.123
O, -0.005, -0.0188, 0.0169
O, 0.0571, -0.076, -0.0423
O, -0.0277, -0.0531, 0.0585
O, -0.0029, 0.0441, -0.0444
O, -0.0089, 0.0185, -0.1127
O, 0.001, 0.0338, -0.0014
O, -0.0146, -0.0212, 0.0848
O, -0.0023, -0.0385, 0.0068
O, 0.0074, -0.0417, 0.1029
O, -0.0388, -0.0071, -0.0326
O, -0.0559, 0.0778, -0.1002
O, 0.0051, 0.0519, -0.0121
O, 0.0093, 0.0088, -0.0068
O, 0.0275, -0.0305, -0.0391
O, 0.0317, -0.0697, -0.2227
O, -0.0719, 0.0889, -0.1038
O, -0.1597, -0.0044, 0.0968
O, 0.0092, 0.0261, -0.0162
O, 0.1572, 0.0088, 0.2245
O, -0.0682, -0.0381, 0.2792
O, 0.0385, 0.0299, 0.0219
O, -0.0315, 0.0968, -0.1813
O, 0.0126, -0.054, -0.0123
O, 0.0019, 0.0582, -0.1096
O, -0.0799, 0.0374, 0.052
O, 0.0031, 0.0462, -0.0598
O, 0.0102, -0.0283, 0.0267
O, -0.0796, 0.1282, -0.3135
O, -0.038, 0.0041, 0.0378
O, 0.2608, -0.6724, 0.1798
O, -0.0885, 0.0326, -0.1266
O, -0.0402, -0.017, 0.0212
O, 0.0145, -0.0599, 0.0563
O, 0.015, -0.0064, -0.0223
O, 0.002, 0.0442, 0.0048
O, -0.0608, -0.0376, 0.038
O, 0.0256, 0.0301, 0.0354
O, -0.0267, -0.0721, 0.0747
O, 0.0427, -0.0484, -0.0736
O, 0.0095, 0.0078, -0.07
O, -0.0201, 0.0187, 0.0099
H, 0.0186, 0.0408, 0.0399

The program warned: the cutoff lies below the one the program advises for these potential files; the exchange-correlation potential is rough where the density is thin.
